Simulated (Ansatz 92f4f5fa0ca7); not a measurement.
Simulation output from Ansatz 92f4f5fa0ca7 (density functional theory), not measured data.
Periodic cell of 414 atoms, Si266O148, from a study of silicon, its oxide and their interface. The atomic structure is a simulated model.
Doubt: the cutoff is far below the 930 eV that the study's wrapper takes by default for these files, so forces and energies are approximate.
This geometry differs little from another in the collection (a relaxation step or a small displacement).

Settings: functional PBE; potential files Ansatz PAW; basis plane waves; wave-function cutoff 580 eV; density cutoff ratio 5; exchange-correlation grid ratio 1; k mesh 1 x 1 x 1, Gamma-centred; self-consistency stop 5e-08 eV per atom in the density residual; occupations fixed; spin none; net charge 0.

Cell vectors (angstrom)
a 15.4687 0 0
b 0 12.8259 0
c 0 0 36.4866

Atoms: element, x, y, z (angstrom)
Si 0.0489 1.1906 33.8116
Si 3.8969 1.1787 33.7659
Si 7.7137 1.1712 33.7478
Si 11.6071 1.1853 33.8233
Si 1.8963 7.5695 33.8343
Si 5.7553 7.5783 33.797
Si 9.6647 7.5733 33.8528
Si 13.5511 7.5713 33.8331
Si 1.9336 5.247 34.2197
Si 5.8008 5.247 34.2197
Si 9.6679 5.247 34.2197
Si 13.5351 5.247 34.2197
Si 0 11.6599 34.2197
Si 3.8672 11.6599 34.2197
Si 7.7343 11.6599 34.2197
Si 11.6015 11.6599 34.2197
Si 0 4.664 35.4564
Si 3.8672 4.664 35.4564
Si 7.7343 4.664 35.4564
Si 11.6015 4.664 35.4564
Si 1.9336 11.0769 35.4564
Si 5.8008 11.0769 35.4564
Si 9.6679 11.0769 35.4564
Si 13.5351 11.0769 35.4564
Si 0 2.332 35.8687
Si 3.8672 2.332 35.8687
Si 7.7343 2.332 35.8687
Si 11.6015 2.332 35.8687
Si 1.9336 8.745 35.8687
Si 5.8008 8.745 35.8687
Si 9.6679 8.745 35.8687
Si 13.5351 8.745 35.8687
Si 1.9336 1.749 0.6188
Si 5.8008 1.749 0.6188
Si 9.6679 1.749 0.6188
Si 13.5351 1.749 0.6188
Si 0 8.162 0.6188
Si 3.8672 8.162 0.6188
Si 7.7343 8.162 0.6188
Si 11.6015 8.162 0.6188
Si 0 5.83 1.031
Si 3.8672 5.83 1.031
Si 7.7343 5.83 1.031
Si 11.6015 5.83 1.031
Si 1.9336 12.2429 1.031
Si 5.8008 12.2429 1.031
Si 9.6679 12.2429 1.031
Si 13.5351 12.2429 1.031
Si 1.9336 5.247 2.2678
Si 5.8008 5.247 2.2678
Si 9.6679 5.247 2.2678
Si 13.5351 5.247 2.2678
Si 0 11.6599 2.2678
Si 3.8672 11.6599 2.2678
Si 7.7343 11.6599 2.2678
Si 11.6015 11.6599 2.2678
Si 1.9336 2.915 2.68
Si 5.8008 2.915 2.68
Si 9.6679 2.915 2.68
Si 13.5351 2.915 2.68
Si 0 9.328 2.68
Si 3.8672 9.328 2.68
Si 7.7343 9.328 2.68
Si 11.6015 9.328 2.68
Si -1.8967 -1.6316 31.0481
Si 6.0402 5.8977 25.277
Si -0.013 -2.5966 16.4573
Si 9.3856 6.0115 21.9319
Si 2.0676 10.1724 22.0946
Si -0.1127 7.4015 25.4131
Si 5.1416 8.2555 26.694
Si 11.7171 3.4225 28.9372
Si -1.8761 4.16 27.6829
Si -0.7526 4.8626 23.7397
Si 14.9312 0.5574 27.1908
Si 16.4454 2.909 20.791
Si 5.7393 8.3888 29.7388
Si 4.7496 5.9465 22.4752
Si 11.7686 13.8317 29.317
Si 11.9994 13.1846 24.9716
Si 7.7015 -1.8737 24.2023
Si 5.569 7.3336 18.6087
Si 10.6329 9.6537 19.8538
Si 17.6865 4.3005 27.4469
Si 1.947 13.4611 30.4694
Si 7.9023 13.8418 29.2937
Si 5.7644 10.7098 30.8213
Si 11.4799 7.1052 30.5941
Si -1.8228 0.7208 30.6762
Si 1.5397 5.5409 21.8481
Si 5.7919 0.3111 30.2494
Si 9.8042 3.8811 27.6088
Si 2.2993 6.7023 27.1465
Si 3.8448 3.4968 28.9827
Si 9.7926 13.242 30.5417
Si 21.068 3.7292 27.4827
Si 1.792 -1.6873 30.8201
Si 8.1173 2.0195 20.8161
Si 7.7099 3.3754 28.6728
Si 12.8703 -0.517 27.7222
Si 0.8434 10.1773 28.7871
Si 7.6454 7.1555 30.5032
Si 9.606 8.0685 29.4762
Si 13.8345 10.2268 28.9266
Si 0.1759 3.7148 28.768
Si 3.7183 7.2874 30.4181
Si 7.6762 4.703 30.7489
Si 11.5962 4.7076 30.9244
Si 0.0347 14.2124 29.3174
Si 5.2477 11.2681 25.7898
Si 9.6467 10.8581 30.9541
Si 9.4007 14.7162 25.2925
Si 1.9491 4.1741 32.1318
Si 5.7966 4.1036 32.0838
Si 9.6222 4.0937 32.0882
Si 13.5641 4.1623 32.1297
Si 0.0005 10.5121 32.2128
Si 3.7785 10.5038 32.1033
Si 7.6808 10.4439 32.2005
Si 11.6152 10.4886 32.19
Si 1.9674 1.8099 32.5299
Si 5.7909 1.6595 32.3753
Si 9.6886 1.7199 32.5429
Si 13.5641 1.8601 32.6766
Si -0.0067 8.1919 32.5854
Si 3.7788 8.1966 32.5982
Si 7.7349 8.1292 32.6474
Si 11.6011 8.1729 32.67
Si 0 2.332 3.9167
Si 3.8672 2.332 3.9167
Si 7.7343 2.332 3.9167
Si 11.6015 2.332 3.9167
Si 1.9336 8.745 3.9167
Si 5.8008 8.745 3.9167
Si 9.6679 8.745 3.9167
Si 13.5351 8.745 3.9167
Si 2.051 6.4011 4.3362
Si 5.8246 6.4113 4.3501
Si 9.6929 6.4049 4.3004
Si 13.5087 6.4072 4.3163
Si 0.0306 12.8173 4.3238
Si 3.847 12.8372 4.3506
Si 7.7452 12.8275 4.3755
Si 11.6604 12.8411 4.337
Si 0.0512 5.7967 5.3826
Si 3.9818 5.8687 5.749
Si 7.7866 5.8696 5.5486
Si 11.5725 5.7892 5.5881
Si 1.9267 12.2004 5.602
Si 5.7631 12.2928 5.6012
Si 9.7428 12.2688 5.5686
Si 13.6004 12.2012 5.567
Si 0.0655 3.5193 5.9094
Si 4.0994 3.4833 6.0504
Si 7.8384 3.4568 5.9731
Si 11.6464 3.4006 5.9929
Si 1.9256 9.8672 6.0561
Si 5.7396 9.973 5.9781
Si 9.7217 9.9782 5.9268
Si 13.5591 9.8773 5.943
Si 2.6906 3.3227 13.8688
Si 7.0402 4.2177 9.1896
Si 9.7178 2.6665 7.1791
Si 13.6406 2.7852 7.1058
Si -0.0509 9.2161 7.2349
Si 1.9666 3.9496 9.0692
Si 7.7553 9.6991 7.1593
Si 11.5958 7.0974 7.5764
Si -1.877 6.3552 8.4472
Si 4.0696 7.0424 7.9363
Si 1.9549 6.28 8.8254
Si 7.8487 7.2774 7.4571
Si 3.1858 10.8226 9.2375
Si 5.9214 13.2357 7.8033
Si 11.4246 10.1119 12.1358
Si 7.7545 11.7503 8.598
Si 1.5234 7.8339 17.6152
Si 6.0878 2.8393 7.4125
Si 11.6458 9.4186 7.2198
Si 15.6098 6.886 7.3933
Si 3.7602 13.0318 8.8448
Si 6.2724 6.5245 8.9997
Si 7.9369 16.9305 23.7936
Si 13.6871 13.2956 7.6654
Si 6.5896 3.5286 11.3513
Si 9.651 6.4025 8.7053
Si 12.2767 1.4007 10.9309
Si 15.4354 3.8742 10.3548
Si 3.8575 9.3871 7.3914
Si 6.4822 12.079 12.9927
Si 8.2861 14.6307 13.3223
Si 16.4569 11.1069 10.2272
Si 2.0449 2.9252 7.0214
Si 6.2612 6.1053 13.0763
Si 13.4933 4.1018 9.0012
Si 9.5122 4.0784 9.0029
Si 1.0675 7.678 13.3208
Si 12.3522 10.4738 9.2654
Si 9.7181 13.0936 7.8132
Si 15.5996 13.122 9.1399
Si 0.409 1.4156 13.9035
Si 11.5517 3.6301 10.3242
Si 10.9989 -4.8971 14.1133
Si 16.0555 6.1988 10.7639
Si 1.8902 13.5291 7.5631
Si 1.8722 10.5446 12.5187
Si 7.7419 7.4909 10.6993
Si 8.8916 7.7324 16.4325
O 12.3277 1.4858 20.5964
O 9.8957 11.7484 22.1039
O 26.4861 15.3797 18.5433
O -7.0196 11.4517 25.5979
O -5.9114 -11.741 12.5985
O 20.4841 -16.3088 15.799
O 11.9171 -5.9356 26.5889
O 6.0682 13.3883 17.6821
O 3.3062 3.6177 10.0473
O 11.896 4.0317 20.6038
O 12.7407 1.8137 25.2271
O 16.843 6.2571 17.2114
O 7.4961 6.9653 16.0128
O -2.3563 6.9342 18.1411
O 11.7175 4.7273 11.572
O 0.7905 22.3973 21.2961
O 6.0654 4.685 16.128
O 15.4105 1.0019 12.388
O 10.2636 23.4862 18.5927
O 27.9148 11.0027 22.4026
O 41.4598 9.0063 12.9554
O 20.9712 5.7006 18.5734
O -14.0359 6.9866 25.752
O 10.6785 11.5645 12.1303
O 21.6701 11.2226 14.3572
O 24.3684 20.1681 22.7127
O 24.5491 18.9545 20.3225
O 20.4145 18.4756 24.0832
O 5.8715 23.7511 18.9278
O 9.8609 -5.323 15.1714
O 21.2235 17.8075 21.5903
O -6.1489 8.6885 20.002
O 19.3072 16.863 17.4464
O 11.948 8.7693 19.4849
O -9.3602 20.3265 25.6048
O 27.6741 -4.166 14.9503
O -0.9056 11.3095 24.0639
O -21.2401 -5.0275 27.8414
O 8.3932 25.6926 27.9951
O 5.934 17.5575 12.2488
Si 10.9393 10.4769 22.0406
Si 19.3332 4.8488 30.9054
Si 7.3615 10.5194 10.6617
Si 6.1479 16.1964 21.7973
Si 19.3124 28.0568 11.0135
Si 17.1481 7.8829 29.1222
Si 17.6134 11.6751 14.6445
Si -3.9667 3.1674 17.1075
Si 14.4425 5.9768 14.5085
Si 6.3326 11.7669 17.5659
Si -1.7055 14.019 16.2569
Si 13.3001 12.0653 23.3265
Si -8.3315 5.5407 15.2275
Si -5.1841 6.9042 26.5997
Si 8.6998 20.185 19.3126
Si 19.1436 12.5879 21.3679
Si 17.8498 0.9833 18.9026
Si 3.4042 2.236 22.7066
Si -2.4018 7.609 19.6039
Si 15.244 12.538 18.4123
Si 13.8942 13.9179 20.8978
Si 5.3989 4.4217 17.5893
Si 3.7998 1.0266 29.0553
Si 7.7619 12.6112 26.5284
Si 0.362 10.4596 24.6829
Si 13.2707 6.5721 27.4832
Si -7.2008 11.9632 22.165
Si 12.46 18.7452 12.3799
Si 2.9334 0.0739 26.8397
Si 4.4555 8.0639 16.6592
Si 7.0304 14.686 17.9377
Si 3.317 15.6899 25.7949
Si 12.8795 -2.7098 14.6014
Si -0.0983 7.1247 30.4833
Si 16.0091 -7.8917 16.7349
Si 9.3423 10.7887 17.2339
Si 14.1592 7.4943 10.3503
Si 10.975 25.9377 12.6083
Si 3.5947 6.4419 14.2714
Si 11.213 2.6168 20.1701
Si 8.7985 2.9147 15.4284
Si -2.1116 -4.9839 29.4312
Si 9.392 8.4077 23.8379
Si 13.2127 5.638 17.1937
Si 15.5082 4.7942 30.8687
Si -3.1639 18.058 21.6165
Si 11.693 24.7819 15.3944
Si 0.979 -1.2734 26.7953
Si -9.4845 10.6941 20.5699
Si 5.1583 10.9751 15.606
Si 2.8922 2.9225 16.7526
Si 14.7674 14.4756 10.9891
Si -0.7937 9.7201 9.4697
Si 4.7723 8.6875 21.1962
Si 11.8178 12.809 9.0101
Si 15.9914 8.1801 20.5107
Si 14.0174 2.5968 25.9207
Si 4.4679 10.8106 11.2046
O 17.9428 -11.3419 26.1073
O 7.9492 0.7111 21.8198
O 18.9201 -2.7823 12.2554
O 5.1094 -13.5459 12.06
O 9.194 19.6091 10.3
O 17.1294 10.4079 23.6633
O -1.069 25.6534 19.7789
O 1.3182 23.7608 15.8502
O -7.3022 -3.734 10.6406
O 14.5461 20.2089 26.8215
O 20.0123 7.9214 19.755
O 12.8765 10.2511 12.9381
O -7.5594 15.0162 16.6053
O -7.5321 14.3757 19.2552
O 14.5761 -6.5156 24.4854
O -0.5527 0.9326 17.3738
O 14.8949 -1.7432 17.7449
O 34.5458 0.6183 22.7592
O 9.7347 15.2801 20.8847
O 19.0145 13.4392 19.9743
O 11.9969 12.1844 26.2924
O 7.0398 0.7224 13.4467
O -7.365 9.3718 24.0904
O 2.3689 20.3492 14.2852
O 3.3991 -9.8486 24.1549
O 12.798 6.4997 20.7466
O 5.4646 2.3547 11.1598
O -20.8652 15.416 26.597
O -5.8119 -3.0947 29.684
O 29.8401 23.0136 15.2402
O 23.448 -1.1739 17.4479
O 16.5655 15.7302 13.8595
O 9.8268 7.6042 25.1938
O -5.1955 11.566 16.1293
O 7.3 19.8996 12.2386
O 13.3144 6.1798 15.6604
O 3.1548 18.5226 22.1054
O 0.1662 5.078 15.1449
O 1.4905 -4.8536 19.2307
O 9.1197 15.9513 24.2862
O 3.0093 1.4704 17.4832
O 5.1107 11.8441 21.3421
O -4.5323 -7.1038 22.3634
O 4.7716 19.6383 13.1896
O -25.685 -5.336 22.2205
O 1.5076 27.8989 19.4201
O -10.8268 28.3601 21.7332
O 15.2917 21.7319 24.8038
O 4.9135 15.5446 26.3131
O 18.8959 13.8094 10.3142
O 15.1081 7.403 14.0588
O 7.627 11.3353 12.0716
O 8.4897 -8.0698 22.4139
O 23.432 14.007 25.6704
O 20.2561 -28.692 26.2703
O 22.5773 -17.9679 19.0938
O 3.9286 12.1912 25.718
O 18.4134 8.4578 17.1535
O -5.0344 0.7927 24.6543
O 11.8619 4.7441 17.346
O -16.34 17.646 17.5671
O 8.4258 30.1607 15.1569
O 6.2303 24.9329 26.8135
O 12.898 2.5269 16.5624
O -11.6993 -5.4345 26.8322
O 17.003 0.3662 14.4649
O 28.4497 7.2166 11.5198
O -17.1991 18.1049 13.2063
O 7.499 18.1093 24.8352
O 10.3541 15.7527 15.97
O 17.8684 11.5915 21.3921
O 23.0058 23.7972 21.047
O -2.7381 25.5792 16.3815
O 13.4727 4.7789 22.6677
O -4.8755 -3.4967 23.1917
O 14.4681 8.2983 19.9991
O 19.1849 -1.1527 15.173
O 14.5235 1.3812 14.8225
O 5.9505 21.2009 28.095
O 9.7852 5.3424 26.7964
O -0.578 15.2342 20.9813
O -1.506 13.2047 22.3569
O -12.1109 -10.1633 15.2084
O 1.161 17.3554 20.6063
O -14.5119 9.1935 12.7587
O 3.3664 9.2013 21.8879
O 8.7894 -3.4849 16.6863
O 15.7876 8.7067 16.9338
O 7.8431 2.9528 12.2327
O 16.8288 32.2076 12.1778
O 24.8493 7.0502 17.8478
O 1.3871 -25.9421 18.6904
O 21.1198 -7.6364 26.6985
O -9.4062 11.0997 24.3801
O -4.0853 -6.3124 13.4337
O 22.1098 16.0346 23.3759
O 5.7943 35.6202 10.7115
O -14.0774 16.3886 16.859
O -9.3218 15.9979 18.3195
O -12.4498 -7.8972 13.994
O 11.4563 13.0418 14.176
O 31.698 17.7021 23.1241
O 11.6253 -3.1184 10.5738
O 17.4022 2.4698 22.0351
O 16.3034 -18.6767 21.5617
O 19.7738 -6.1222 15.7302
O 14.6819 3.5499 24.7246
O 18.7431 2.632 12.5196

Results
free energy: -253263.624 eV
free energy less fixed offsets of O -568.88, Si -635.61 eV per atom: 2.876 eV

Forces (eV/angstrom), in the order of the atoms: element, x, y, z
Si 0.0009 -0.0107 -0.0022
Si 0.0048 -0.0016 0.0073
Si -0.0093 -0.0059 0.0147
Si -0.0074 -0.0053 0.0037
Si 0.0056 -0.0113 -0.0008
Si 0.0075 0.0015 0.0164
Si 0.0065 -0.0091 0.0093
Si -0.0029 -0.0093 -0.0025
Si -0.0623 0.034 0.1678
Si -0.0109 -0.2619 -0.2611
Si -0.1025 -0.2581 -0.2473
Si 0.1375 0.1575 0.0752
Si 0.1181 0.3137 0.3645
Si -0.221 0.1771 -0.4183
Si -0.0611 0.1839 -0.0104
Si -0.0377 0.2228 0.1451
Si 0.033 -0.0822 0.0043
Si 0.044 -0.024 -0.0174
Si -0.0179 0.0392 -0.0017
Si 0.0004 -0.0855 -0.0857
Si -0.0106 0.0558 0.0253
Si 0.0553 -0.0471 -0.097
Si 0.0054 0.032 -0.0325
Si 0.0191 0.0512 0.0248
Si 0.1292 0.0557 0.1397
Si 0.1184 -0.018 -0.2175
Si -0.1175 -0.0906 -0.327
Si -0.0421 0.032 0.1693
Si -0.0714 0.0468 0.1313
Si -0.0971 -0.0588 -0.0033
Si -0.0256 0.04 0.3119
Si 0.0411 0.0613 0.124
Si 0.0426 -0.0349 -0.0077
Si 0.0223 0.039 -0.0423
Si 0.0499 0.0068 -0.0474
Si 0.0049 -0.0112 -0.0112
Si 0.0405 0.0397 0.03
Si -0.0281 0.0079 -0.0044
Si 0.0149 -0.0033 -0.0064
Si -0.0067 0.0512 0.0178
Si -0.0402 0.1041 0.085
Si -0.0126 -0.0546 -0.0626
Si 0.0143 0.0049 0.0406
Si -0.0069 -0.0213 -0.0416
Si 0.0287 -0.0342 -0.0016
Si -0.0577 0.0521 0.0676
Si -0.011 0.0317 0.0548
Si -0.0374 -0.0039 -0.0008
Si 0.362 -0.0226 -0.024
Si -0.1045 0.0176 0.0995
Si 0.0353 -0.075 -0.2261
Si -0.0669 -0.0577 -0.1224
Si 0.0422 -0.0179 -0.0259
Si -0.0077 0.0673 0.1392
Si 0.0437 0.0889 0.2362
Si 0.0701 0.018 0.0835
Si -0.0516 0.1053 0.054
Si -0.0169 -0.1173 -0.0594
Si -0.0757 -0.075 -0.019
Si -0.0169 -0.0054 -0.0256
Si -0.0415 -0.108 0.0013
Si 0.0123 0.0416 0.0487
Si -0.0211 0.0665 0.109
Si -0.0017 -0.0045 -0.0318
Si 0.0061 0.0052 0.0055
Si 0.0149 -0.0221 -0.0211
Si 0.0041 0.0135 0.0028
Si -0.0027 -0.0124 0.0073
Si -0.0071 0.0159 -0.0261
Si -0.0304 0.0336 0.0834
Si 0.0063 -0.0082 0.0227
Si 0.0164 -0.032 0.003
Si -0.0233 0.0287 0.0216
Si 0.0005 -0.0198 -0.0107
Si 0.0171 0.0558 -0.0161
Si 0.0165 0.019 -0.032
Si 0.0272 0.0085 -0.0482
Si -0.0032 -0.0082 0.0013
Si 0.0006 0.0131 -0.0104
Si -0.002 0.0111 -0.0229
Si 0.0176 -0.0061 -0.0259
Si 0.0035 -0.0027 0.0013
Si -0.0441 0.0003 -0.0112
Si 0.0384 -0.0101 -0.0067
Si -0.0013 -0.005 0.0019
Si -0.019 -0.0173 -0.0763
Si -0.0315 -0.0013 -0.0103
Si 0.0311 -0.0449 0.0331
Si -0.0119 -0.0268 -0.0379
Si 0.0147 -0.0022 -0.0371
Si 0.0451 -0.0025 0.017
Si 0.0015 0.0175 -0.0416
Si 0.0404 0.0484 -0.0543
Si -0.0109 -0.0227 0.021
Si 0.0119 -0.0287 0.0231
Si -0.0274 0.0251 -0.0666
Si -0.0006 -0.0222 0.0149
Si 0.0186 -0.0444 -0.0355
Si 0.0237 -0.0336 0.0284
Si -0.0534 -0.0334 0.0187
Si 0.0089 0.0028 0.0051
Si 0.0017 -0.0087 0.0313
Si -0.0522 0.0538 -0.0763
Si 0.0106 0.0026 0.0033
Si 0.0085 -0.0384 0.0021
Si -0.0143 -0.0161 0.0124
Si 0.0024 0.0102 -0.019
Si -0.0127 0.0116 0.0002
Si 0.0049 0.0183 0.014
Si 0.0582 -0.0107 -0.0151
Si 0.0135 -0.0234 -0.027
Si -0.0108 0.0138 -0.0085
Si 0.0154 0.0023 -0.0117
Si 0.0061 -0.006 0.0122
Si -0.0198 -0.0048 0.0067
Si 0.0022 0.0067 -0.0002
Si -0.0054 0.0165 -0.0121
Si 0.0031 0.0135 -0.0035
Si -0.0045 0.0004 0.0029
Si -0.0125 0.0064 -0.0031
Si 0.0024 0.0165 0.007
Si -0.0153 -0.0016 -0.0179
Si 0.0024 0.0331 0.0215
Si -0.0113 0.0144 0.0151
Si 0.0006 -0.0105 0.0131
Si -0.003 -0.0003 -0.0135
Si -0.0087 0.0077 -0.0212
Si -0.0028 -0.0003 -0.0089
Si 0.1222 -0.2357 -0.3435
Si 0.3794 0.2464 0.3108
Si 0.0091 0.0225 -0.1877
Si 0.1471 0.0007 -0.2945
Si 0.0776 -0.073 0.369
Si -0.1383 0.0347 0.2194
Si 0.2161 -0.0955 -0.0652
Si -0.086 -0.1687 -0.3172
Si 0.0159 0.0014 0.0015
Si -0.0023 0.0001 -0.0002
Si -0.0021 0.0095 0.002
Si -0.0136 0.0073 0.0068
Si 0.0072 -0.0061 0.0024
Si -0.0013 0.0106 -0.0093
Si -0.0042 0.009 -0.0203
Si -0.0012 -0.007 -0.0155
Si -0.0132 -0.0191 -0.0408
Si -0.0161 -0.007 0.0112
Si -0.0155 -0.0208 -0.0108
Si 0.0141 -0.0248 0.0108
Si -0.0114 0.0026 0.0099
Si -0.0025 0.004 -0.0075
Si 0.0019 0.0177 0.001
Si 0.0009 0.004 0.0066
Si 0.0088 0.0034 -0.0093
Si 0.0213 0.0113 0.0034
Si 0.0108 0.0151 -0.0094
Si -0.0062 0.0192 0.0021
Si 0.0179 -0.0141 0.0157
Si 0.0014 -0.0026 0.0182
Si 0.0101 -0.0311 0.007
Si 0.0261 -0.0035 -0.0056
Si 0.0288 -0.0119 -0.0165
Si 0.0533 0.0497 -0.0571
Si -0.0079 -0.0428 -0.008
Si -0.004 -0.0174 -0.008
Si -0.0242 0.0173 -0.0117
Si 0.0019 0.0537 0.1275
Si -0.0133 -0.0211 -0.01
Si -0.0269 0.0094 -0.0111
Si 0.0385 -0.0207 -0.0008
Si -0.0368 0.0067 -0.0083
Si 0.0375 -0.0002 -0.0546
Si 0.0462 0.018 0.0115
Si 0.0478 0.0016 0.0897
Si -0.0045 0.0331 0.0089
Si 0.007 -0.0178 -0.0172
Si -0.0032 -0.0063 -0.0119
Si -0.0239 -0.0189 0.0065
Si -0.0175 -0.0312 0.0096
Si -0.0061 0.0345 0.0097
Si 0.0094 0.0189 0.0591
Si -0.1464 0.0817 -0.1602
Si 0.013 0.0097 0.0278
Si -0.0255 -0.0094 -0.0319
Si 0.021 0.0113 -0.0029
Si -0.0295 -0.0088 0.0949
Si -0.0993 0.041 0.0534
Si 0.0052 0.0045 -0.0067
Si -0.0093 -0.0849 -0.0277
Si -0.0037 -0.0208 0.0045
Si 0.0078 -0.0019 -0.0002
Si -0.0602 -0.014 -0.0314
Si 0.0488 0.0397 -0.0065
Si -0.0606 -0.0042 -0.0363
Si 0.0107 -0.0058 -0.0225
Si -0.0016 0.019 0.0365
Si -0.0105 -0.0089 0.0221
Si -0.0061 0.0327 0.0279
Si -0.007 -0.0201 0.04
Si -0.0105 0.03 -0.01
Si -0.0421 -0.0154 0.0293
Si -0.0148 0.0085 -0.0161
Si -0.0027 0.0074 0.0535
Si 0.0017 0.0085 0.0058
Si 0.0153 0.0199 -0.0165
Si 0.0833 0.038 -0.0246
Si 0.029 0.0152 -0.0504
Si -0.0015 -0.004 -0.0075
Si -0.0164 0.0016 -0.0124
O 0.0092 -0.0183 0.0084
O 0.0421 -0.0076 0.0004
O -0.0021 -0.0078 -0.0105
O -0.0222 0.0064 0.0319
O 0.0322 -0.0151 -0.009
O -0.0196 -0.0074 -0.0101
O 0.0518 -0.0231 0.0279
O -0.005 0.0104 -0.0022
O -0.0156 -0.0353 -0.0175
O 0.001 -0.0085 0.0033
O 0.0597 0.0327 0.0344
O -0.0085 0.0012 -0.0038
O 0.0135 0.013 0.0309
O -0.0069 0.0051 -0.0051
O 0.0307 -0.007 -0.0082
O 0.016 0.0161 0.0124
O -0.0111 0.0021 0.003
O -0.028 0.0145 -0.0105
O 0.0028 -0.0024 -0.0031
O 0.0225 0.0081 0.0065
O -0.0067 0.0067 -0.0204
O -0.0024 -0.0316 0.0066
O -0.0492 -0.0002 0.0052
O -0.0054 -0.0045 -0.0031
O -0.005 0.0061 -0.0307
O -0.0025 -0.006 0.0029
O -0.0076 -0.0014 -0.0144
O -0.0105 0.0084 0.0246
O -0.0107 -0.0078 -0.0126
O 0.0214 -0.0099 -0.0059
O -0.0213 0.0091 0.0118
O 0.0175 0.0133 0.0033
O -0.0094 -0.0087 0.0043
O 0.013 -0.005 -0.0047
O -0.0116 0.0176 0.0041
O -0.007 -0.0219 0.0026
O -0.0082 0.0227 0.0141
O 0.0097 -0.0088 0.0327
O -0.0125 0.0427 0.0406
O 0.0147 0.0152 -0.0322
Si -0.0375 -0.0125 0.008
Si -0.0031 0.0028 0.0015
Si 0.0312 -0.0061 0.0837
Si -0.0093 0.0251 0.0508
Si 0.0029 -0.0358 -0.0119
Si 0.0115 0.0002 0.0052
Si 0.0076 -0.04 0.0154
Si -0.0029 0.0148 0.0054
Si -0.0245 -0.022 0.031
Si 0.0234 -0.0205 0.0365
Si -0.0081 -0.0024 0.0069
Si 0.0021 -0.0374 -0.041
Si 0.005 -0.009 -0.0099
Si -0.0134 -0.0214 0.023
Si -0.0241 -0.013 -0.0113
Si -0.0034 -0.0063 -0.0019
Si -0.0177 0.025 -0.002
Si 0.0053 0.0043 -0.0208
Si 0.0046 -0.0254 -0.0131
Si 0.0072 0.0098 -0.0176
Si 0.006 0.0243 -0.0346
Si 0.0011 -0.0089 -0.0028
Si -0.0121 -0.0135 -0.0199
Si 0.0166 -0.0231 -0.0033
Si 0.0241 -0.0182 -0.0089
Si -0.0089 0.0479 -0.0683
Si -0.037 0.007 -0.0149
Si -0.0342 0.0338 -0.0263
Si 0.073 0.0862 -0.045
Si 0.0114 0.0177 -0.0142
Si 0.0206 -0.0075 0.0156
Si 0.0373 -0.037 -0.0112
Si -0.0144 -0.015 -0.0142
Si 0.0008 -0.008 0.0263
Si -0.0119 -0.0039 0.0226
Si -0.0359 0.0074 -0.0019
Si -0.0669 0.024 0.1105
Si -0.0121 0.006 0.0054
Si 0.026 0.0045 -0.0236
Si -0.0249 0.0184 -0.004
Si -0.0166 0.0403 0.0149
Si -0.0033 0.0123 -0.0123
Si -0.0195 0.0192 -0.0071
Si 0.0055 -0.0257 0.01
Si -0.0057 0.0081 0.0148
Si -0.0248 0.0048 -0.0113
Si -0.0074 0.0159 0.0085
Si -0.0498 -0.0184 -0.0033
Si 0.0386 0.0077 -0.0313
Si -0.0038 -0.0147 -0.0242
Si 0.0101 0.0239 0.0062
Si -0.0044 -0.0238 -0.0181
Si -0.0288 0.0158 -0.0091
Si -0.0096 -0.0394 0.0193
Si -0.0043 -0.0238 0.0119
Si 0.0118 -0.0148 -0.0105
Si -0.0163 -0.0363 -0.1068
Si -0.0656 -0.0771 -0.0554
O -0.0207 -0.022 0.033
O -0.0069 0.0015 0.0074
O -0.012 -0.0086 0.0679
O -0.0004 -0.001 0.0197
O 0.033 -0.0399 -0.0375
O 0.0012 0.0016 -0.0228
O -0.009 -0.0063 0.0195
O 0.0022 -0.0085 -0.0145
O -0.0101 0.031 -0.0324
O 0.0352 -0.0299 -0.059
O -0.0065 -0.0018 0.0071
O -0.0221 -0.0037 0.0044
O 0.0015 -0.0078 -0.0056
O -0.0088 0.0121 -0.036
O 0.0028 0.0339 0.006
O -0.0147 0.0046 -0.0119
O -0.0053 -0.0097 0.004
O 0 -0.0039 -0.0175
O 0.0448 0.0004 -0.008
O 0.0075 -0.0109 0.0203
O 0.0371 0.0119 0.0611
O -0.0007 0.0088 0.0148
O -0.0079 -0.008 0.0043
O -0.0007 0.0115 0.0017
O -0.0076 0.0083 0.0697
O -0.003 -0.0126 0.0094
O -0.0661 -0.0021 -0.0299
O 0.0014 0.0236 0.039
O 0.0011 -0.0115 0.0445
O -0.0145 -0.0089 0.0016
O 0.0316 -0.0085 0.0069
O 0.0168 -0.0183 -0.0015
O 0.0031 -0.0136 0.0182
O 0.0164 -0.0043 -0.0048
O -0.0281 -0.0147 0.0219
O 0.0302 0.0112 -0.0387
O -0.0214 -0.0148 0.0055
O -0.0085 0.0145 0.0003
O -0.0022 0.0085 0.0051
O -0.0031 0.0026 -0.0026
O -0.0089 -0.0052 0.0053
O -0.0448 0.0399 0.0188
O -0.0032 -0.0029 -0.0049
O -0.0391 -0.0048 0.0299
O -0.0085 -0.01 -0.005
O -0.0023 -0.005 0.0215
O -0.0327 -0.0292 0.005
O 0.0187 -0.0752 0.0302
O -0.0572 0.0076 -0.0001
O 0.0521 0.0099 0.068
O 0.0008 -0.0086 -0.0272
O 0.0068 -0.0123 -0.0271
O -0.0095 -0.0079 0.0046
O -0.0171 0.0112 0.0102
O -0.0016 0.0031 -0.0125
O 0.0248 -0.0041 0.0114
O -0.0368 -0.0146 0.0309
O -0.0003 -0.0039 -0.0001
O -0.0033 0.0023 0.0005
O -0.0103 -0.0025 -0.0025
O 0.008 0.008 -0.0095
O 0.0016 -0.0164 0.0159
O -0.021 -0.0088 -0.0145
O 0.0152 -0.0181 -0.0059
O -0.0551 -0.0278 0.0283
O -0.0194 0.0094 -0.0005
O 0.0608 -0.0371 -0.0893
O 0.0128 0.0225 0.0104
O 0.005 0.0008 0.0096
O 0.0135 -0.0048 0.0081
O -0.0075 -0.0373 0.0257
O -0.0011 0.0073 0.0076
O -0.0077 0.0051 0.0085
O 0.0075 0.0011 0.0121
O 0.0266 0.0136 -0.0146
O 0.01 0.0111 0.0083
O -0.0541 0.0039 -0.009
O 0.0072 -0.007 -0.0004
O -0.0139 -0.008 0.0091
O 0.0097 -0.0198 0.0013
O -0.0159 -0.019 0.0032
O -0.0014 -0.0082 0.0041
O -0.0223 0.0085 -0.0436
O -0.0045 -0.0181 0.0123
O -0.0239 -0.0486 0.0273
O -0.0293 0.0062 0.014
O -0.0007 -0.0025 0.0055
O -0.007 0.0101 -0.0088
O 0.0221 -0.0088 0.008
O -0.0214 -0.0187 -0.009
O -0.0086 -0.0003 -0.0109
O -0.0138 -0.0096 0.0019
O -0.0118 -0.0114 0.011
O -0.0326 -0.0015 0.0418
O 0.0169 -0.0049 -0.0077
O 0.0106 0.0122 -0.0029
O -0.0181 -0.0307 0.0185
O -0.0051 0.003 -0.0067
O -0.0079 0.0131 0.0068
O 0.0021 0.0166 0.0121
O -0.0016 0.0057 0.0059
O -0.0137 -0.013 0.0203
O 0.044 0.0149 -0.0314
O -0.0018 -0.0119 0.005
O -0.007 0.0049 0.0096
O -0.0275 -0.0033 -0.0218
O -0.0188 -0.0088 0.0253
O -0.0217 0.0018 0.0089

The program warned: the cutoff lies below the one the program advises for these potential files; the exchange-correlation potential is rough where the density is thin.
